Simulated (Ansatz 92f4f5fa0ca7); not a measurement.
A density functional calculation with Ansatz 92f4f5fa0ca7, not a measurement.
Periodic cell of 237 atoms, Si147O90, from a study of silicon, its oxide and their interface. The atomic structure is a simulated model.
Doubt: the cutoff is low for norm-conserving oxygen, so forces and energies are approximate.
Doubt: the program's own warning below bears on the result.

Settings: functional HSE06; potential files SPMS norm-conserving; basis plane waves; wave-function cutoff 800 eV; density cutoff ratio 4; exchange-correlation grid ratio 1; k mesh 1 x 1 x 1, Gamma-centred; occupations fixed; spin none; net charge 0.

Cell vectors (angstrom)
a, 11.6015, 0, 0
b, 0, 10.938, 0
c, 0, 0, 32.0622

Atoms: element, x, y, z (angstrom)
Si, -0.1754, -0.0592, 23.2698
Si, 3.6795, 0.2409, 23.0913
Si, 7.5712, -0.1068, 23.439
Si, 1.6934, 1.4074, 23.3735
Si, 5.7508, 1.4334, 23.19
Si, 9.4666, 1.2417, 23.3419
Si, 0.1567, 5.3184, 23.4697
Si, 4.1425, 5.3165, 23.3907
Si, 8.0341, 5.62, 23.5527
Si, 2.1624, 6.5762, 23.3884
Si, 5.9841, 6.7957, 23.4868
Si, 10.0149, 6.8806, 23.5804
Si, 1.9148, 2.6822, 25.3561
Si, 5.8356, 2.6775, 25.2629
Si, 9.6438, 2.6865, 25.2664
Si, 11.605, 4.0119, 25.3894
Si, 3.9053, 3.9997, 25.3201
Si, 7.7625, 4.0955, 25.3417
Si, 1.9825, 8.1637, 25.2069
Si, 5.7801, 8.2074, 25.3515
Si, 9.7209, 8.2754, 25.4084
Si, 11.6461, 9.5741, 25.2683
Si, 3.863, 9.6213, 25.0905
Si, 7.7039, 9.5463, 25.3962
Si, 11.6419, -0.0024, 27.2176
Si, 3.8901, -0.037, 27.1561
Si, 7.7492, 0.0088, 27.2703
Si, 1.9726, 1.3305, 27.2625
Si, 5.8179, 1.3452, 27.2186
Si, 9.6911, 1.345, 27.2198
Si, 11.5983, 5.4782, 27.2391
Si, 3.8508, 5.4437, 27.2171
Si, 7.7169, 5.4783, 27.2515
Si, 1.94, 6.8458, 27.1999
Si, 5.7636, 6.8216, 27.254
Si, 9.6623, 6.8255, 27.2598
Si, 1.9336, 2.7345, 29.1629
Si, 5.8008, 2.7345, 29.1629
Si, 9.6679, 2.7345, 29.1629
Si, 0, 4.1018, 29.1629
Si, 3.8672, 4.1018, 29.1629
Si, 7.7343, 4.1018, 29.1629
Si, 1.9336, 8.2035, 29.1629
Si, 5.8008, 8.2035, 29.1629
Si, 9.6679, 8.2035, 29.1629
Si, 0, 9.5708, 29.1629
Si, 3.8672, 9.5708, 29.1629
Si, 7.7343, 9.5708, 29.1629
Si, 0, 0, 31.0965
Si, 3.8672, 0, 31.0965
Si, 7.7343, 0, 31.0965
Si, 1.9336, 1.3673, 31.0965
Si, 5.8008, 1.3673, 31.0965
Si, 9.6679, 1.3673, 31.0965
Si, 0, 5.469, 31.0965
Si, 3.8672, 5.469, 31.0965
Si, 7.7343, 5.469, 31.0965
Si, 1.9336, 6.8362, 31.0965
Si, 5.8008, 6.8362, 31.0965
Si, 9.6679, 6.8362, 31.0965
Si, 1.9336, 2.7345, 0.9679
Si, 5.8008, 2.7345, 0.9679
Si, 9.6679, 2.7345, 0.9679
Si, 0, 4.1018, 0.9679
Si, 3.8672, 4.1018, 0.9679
Si, 7.7343, 4.1018, 0.9679
Si, 1.9336, 8.2035, 0.9679
Si, 5.8008, 8.2035, 0.9679
Si, 9.6679, 8.2035, 0.9679
Si, 0, 9.5708, 0.9679
Si, 3.8672, 9.5708, 0.9679
Si, 7.7343, 9.5708, 0.9679
Si, 11.6035, 0.0185, 2.9034
Si, 3.8498, 0.0102, 2.9095
Si, 7.7388, 0.0072, 2.8949
Si, 1.9267, 1.3906, 2.9158
Si, 5.8091, 1.3495, 2.8596
Si, 9.656, 1.3738, 2.9123
Si, 11.5638, 5.4855, 2.8803
Si, 3.8755, 5.4878, 2.893
Si, 7.7407, 5.4972, 2.9008
Si, 1.9099, 6.8068, 2.869
Si, 5.8118, 6.8447, 2.8896
Si, 9.6601, 6.8849, 2.937
Si, 1.9142, 2.8259, 4.8158
Si, 5.836, 2.7255, 4.7528
Si, 9.6017, 2.7654, 4.8382
Si, 11.5349, 4.1194, 4.7982
Si, 3.9135, 4.0941, 4.7994
Si, 7.7274, 4.1872, 4.8667
Si, 1.8903, 8.1293, 4.804
Si, 5.8073, 8.2431, 4.7919
Si, 9.6634, 8.2966, 4.8816
Si, 11.6334, 9.6345, 4.8653
Si, 3.8163, 9.4679, 4.7733
Si, 7.7303, 9.6525, 4.8751
Si, 11.6126, 0.1976, 6.762
Si, 3.7603, -0.0609, 6.6173
Si, 7.7057, 0.0184, 6.9071
Si, 2.0614, 1.491, 6.7444
Si, 5.7196, 1.2549, 6.6036
Si, 9.6651, 1.4877, 6.8425
Si, 11.5097, 5.4875, 6.7173
Si, 3.9645, 5.4036, 6.7732
Si, 7.7102, 5.6378, 6.8187
Si, 1.9583, 6.6287, 6.6622
Si, 5.7894, 6.9491, 6.7477
Si, 9.7274, 7.0229, 6.8908
O, 9.9471, 8.0013, 8.2315
O, 7.5612, 9.894, 8.1847
O, 7.3895, 4.6962, 8.1377
O, 3.4124, 10.3466, 8.152
O, 1.99, 7.5356, 8.0175
O, 4.0554, 4.4912, 8.1602
O, 9.8677, 2.4444, 8.1808
O, 2.6603, 2.2845, 8.0996
O, 11.3663, 4.6025, 8.0952
O, 5.3689, 2.2546, 7.851
O, 5.7974, 7.9168, 8.0903
O, 11.3965, 10.2411, 8.1108
O, 11.2997, 10.0583, 21.8292
O, 3.2873, 10.7334, 21.5282
O, 5.8889, 7.7477, 22.1484
O, 4.314, 4.4629, 21.9739
O, 7.675, 9.7132, 22.2128
O, 10.3831, 7.6665, 22.1859
O, 1.5735, 2.4096, 22.0765
O, 5.9604, 2.4463, 21.8834
O, 8.3837, 4.7516, 22.2057
O, -0.0339, 4.4593, 22.0632
O, 2.2621, 7.3402, 21.9502
O, 9.1843, 1.8988, 21.8605
Si, 1.8526, 7.788, 9.5784
Si, 5.0376, 0.5275, 17.672
Si, 2.5453, 5.4263, 13.9929
Si, 10.5992, 3.8531, 14.0501
Si, 8.2809, 2.3954, 15.2585
Si, 9.5516, 2.2841, 20.3442
Si, 10.5038, 3.6535, 9.0669
Si, 0.0268, 2.3206, 11.5503
Si, 10.9973, 8.1359, 15.282
Si, 5.2014, 6.8885, 13.9905
Si, 5.7626, 2.5966, 11.1174
Si, 8.6186, 7.708, 19.4143
Si, 8.1144, 4.8763, 20.627
Si, 5.94, 9.5754, 15.207
Si, 2.1226, 7.6294, 20.3773
Si, 1.9362, 4.9297, 18.7902
Si, 4.4711, 3.3944, 18.0424
Si, 8.5428, 8.958, 16.828
Si, 0.7912, 9.4654, 13.1755
Si, 9.8959, 10.6597, 11.6282
Si, 5.3787, 3.6989, 21.0132
Si, 0.6328, 5.5452, 16.1966
Si, 10.7522, 9.1353, 9.0876
Si, 6.6086, 8.9091, 21.2989
Si, 7.1246, 7.05, 11.4461
Si, 2.6465, 0.7468, 12.1237
Si, 10.9385, 8.6746, 21.0604
Si, 5.9873, 4.2566, 15.6171
Si, 7.1188, 0.4858, 12.9827
Si, 4.0905, 2.9203, 8.5771
Si, 0.918, 6.7003, 11.8667
Si, 6.5201, 8.9967, 9.063
Si, 0.6486, 3.3183, 21.1312
Si, 9.8332, 6.4694, 12.8273
Si, 7.6897, 4.5033, 9.7101
Si, 4.0156, 10.0498, 20.2413
Si, 4.2585, 2.9995, 13.5085
Si, 3.8195, 10.0237, 9.685
Si, 8.0778, 0.8125, 18.0123
O, 11.4976, 3.1733, 12.9053
O, 9.2949, 4.4299, 9.8195
O, 8.8627, 3.6653, 19.9034
O, 4.1093, -0.1506, 18.8127
O, 11.4012, 4.5233, 15.2737
O, 9.8343, 9.852, 10.2161
O, 3.6938, 1.5484, 13.0639
O, 0.5684, 9.0944, 14.7297
O, 6.4894, 0.9004, 18.2997
O, 4.7531, 3.1737, 19.6262
O, 6.259, 1.199, 11.7969
O, 0.4417, 8.5337, 9.8405
O, 5.5811, 4.2215, 17.1882
O, 8.4939, 7.1035, 12.2645
O, 4.4545, 2.6324, 10.1336
O, 2.1023, 5.6559, 15.5238
O, 3.3816, 0.1012, 10.8455
O, 5.9802, 7.1065, 12.5874
O, 2.3362, 6.3535, 19.4283
O, 0.7264, 5.0616, 17.7294
O, 8.429, 10.7393, 12.3088
O, 5.4214, 9.997, 9.67
O, 0.6336, 8.2059, 20.2244
O, 9.7471, 2.6712, 14.7039
O, 1.9336, 10.5764, 13.0477
O, 9.9208, 9.0476, 16.0279
O, 6.2384, 10.3399, 13.8064
O, 7.5269, 1.5406, 14.129
O, 1.5723, 3.9802, 20.0196
O, 5.8333, 5.7203, 14.9379
O, 7.3145, 8.9648, 15.8019
O, 1.4957, 1.6916, 11.5413
O, 7.1212, 8.2497, 10.3589
O, 4.3052, 1.9364, 17.352
O, 7.0253, 3.159, 10.2908
O, 11.5722, 7.0107, 16.2651
O, 8.4201, 10.2192, 17.7805
O, 3.1496, 8.607, 10.0488
O, 7.5214, 3.8011, 15.47
O, 3.1383, 4.2722, 17.961
O, 2.9716, 3.9157, 13.7143
O, 1.3125, 8.161, 12.4048
O, 1.2963, 5.6643, 13.0216
O, 5.0667, 8.2767, 14.8086
O, 11.1559, 2.4339, 20.3391
O, 10.9619, 9.9206, 12.5848
O, 5.2889, 3.5164, 12.3657
O, 5.0803, 3.1228, 14.888
O, 6.5072, 4.7542, 20.5106
O, 8.4023, 1.6364, 16.6717
O, 10.4478, 1.2242, 11.4272
O, 10.937, 6.5282, 11.6485
O, 3.2651, 8.6656, 19.9443
O, 1.7375, 6.4568, 10.4946
O, 7.239, 8.2933, 19.9729
O, 8.5685, 7.6671, 17.8014
O, 3.7143, 6.4365, 13.6047
O, 9.6483, 4.954, 13.3419
O, 5.5227, 9.9456, 20.7767
O, 10.2949, 7.3786, 14.0585
O, 8.732, 6.2083, 19.9812
O, 7.0662, 5.687, 10.5947
O, 5.2285, 10.5267, 16.3408
O, 8.9894, 1.2344, 19.268
O, 11.5233, 3.2088, 10.218
O, 9.7894, 8.6936, 19.9304

Results
free energy: -56969.641 eV
free energy less fixed offsets of O -447.96, Si -113.29 eV per atom: 0.389 eV
gap between the highest filled and lowest empty level on this k mesh: 1.487 eV

The program warned: the cutoff lies below the one the program advises for these potential files; the model core charge is not resolved on the grid; the forces do not sum to zero within the program's tolerance; the exchange-correlation potential is rough where the density is thin.
